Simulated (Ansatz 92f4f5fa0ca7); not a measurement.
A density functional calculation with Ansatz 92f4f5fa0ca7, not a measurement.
Periodic cell of 252 atoms, Si132O88H32, with a vacuum gap, from a study of silicon, its oxide and their interface. The atomic structure is a simulated model.

Settings
functional: r2SCAN
potential files: Ansatz PAW
basis: plane waves
wave-function cutoff: 800 eV
density cutoff ratio: 5
exchange-correlation grid ratio: 1
k mesh: 1 x 1 x 1, shifted by 0.5 0.5 0 of a step
self-consistency stop: 1e-11 eV per atom in the density residual
occupations: fixed
spin: none
net charge: 0
applied field: sawtooth along c, amplitude +0.015 V/angstrom in the program's sign convention, ramp centred at 0.9888 of c and 0.0224 of c wide, no dipole correction

Cell vectors (angstrom)
a, 10.88, 0, 0
b, 0, 10.88, 0
c, 0, 0, 44.5872

Atoms: element, x, y, z (angstrom)
Si, 0.1407, -0.1334, 30.4911
Si, 2.7242, 2.58, 31.1049
Si, 0.9219, 4.8686, 30.103
Si, 2.4896, 8.6471, 30.9004
Si, 4.9472, 0.4663, 30.7923
Si, 9.4924, 4.7431, 30.3141
Si, 5.301, 5.2041, 30.7909
Si, 8.1554, 7.67, 30.8488
Si, 1.1343, 1.3085, 32.1825
Si, 4.0655, 4.013, 32.371
Si, 1.561, 6.9303, 32.3254
Si, 4.0176, 9.7798, 32.2948
Si, 7.1663, 1.8163, 32.4207
Si, 8.9007, 3.6673, 32.352
Si, 6.5636, 6.6986, 32.2124
Si, 9.4869, 9.4218, 31.8945
Si, -0.1335, 2.7537, 33.532
Si, 2.5579, 0.0751, 33.6562
Si, -0.0437, 8.1956, 33.4867
Si, 2.8416, 5.5338, 33.696
Si, 5.4707, 2.759, 33.7562
Si, 8.2517, -0.0184, 33.4426
Si, 5.3751, 8.2508, 33.5291
Si, 7.9641, 5.3972, 33.6344
Si, 1.3216, 4.1297, 34.8623
Si, 4.0266, 1.3713, 34.9777
Si, 1.302, 9.4944, 34.9584
Si, 4.1534, 6.8871, 35.0305
Si, 6.7531, 4.1154, 35.1372
Si, 9.5465, 1.3096, 34.9382
Si, 6.8234, 9.5638, 34.8392
Si, 9.4703, 6.7927, 34.8392
Si, 0.0087, -0.0053, 36.3269
Si, 2.6848, 2.7828, 36.2758
Si, -0.0346, 5.4541, 36.2503
Si, 2.7007, 8.175, 36.3306
Si, 5.4428, -0.0111, 36.2686
Si, 8.1776, 2.6732, 36.3244
Si, 5.4444, 5.511, 36.4214
Si, 8.156, 8.173, 36.227
Si, 1.3803, 1.375, 37.6427
Si, 4.0648, 4.0987, 37.6657
Si, 1.351, 6.7743, 37.6485
Si, 4.104, 9.5223, 37.6666
Si, 6.8062, 1.3279, 37.6668
Si, 9.5454, 4.0616, 37.655
Si, 6.8594, 6.8396, 37.6869
Si, 9.5247, 9.4958, 37.6253
Si, 0.0423, 2.7154, 6.9418
Si, 2.7516, 0.0343, 6.9219
Si, 0.0089, 8.1506, 6.9152
Si, 2.7391, 5.4387, 6.941
Si, 5.4449, 2.716, 6.9139
Si, 8.2046, -0.0327, 6.9218
Si, 5.4848, 8.1715, 6.9483
Si, 8.1855, 5.4274, 6.9361
Si, 1.4474, 4.0387, 8.292
Si, 4.1149, 1.3657, 8.3012
Si, 1.3985, 9.5202, 8.2514
Si, 4.1307, 6.788, 8.2852
Si, 6.8108, 4.0553, 8.2849
Si, 9.5752, 1.3229, 8.2875
Si, 6.8744, 9.5023, 8.295
Si, 9.5567, 6.7747, 8.2803
Si, 0.0925, -0.0141, 9.6739
Si, 2.8011, 2.7141, 9.7239
Si, 0.0868, 5.4159, 9.566
Si, 2.7867, 8.1839, 9.6006
Si, 5.5112, -0.0061, 9.5961
Si, 8.1775, 2.6643, 9.6143
Si, 5.4596, 5.4089, 9.6728
Si, 8.2172, 8.1277, 9.6708
Si, 1.5297, 1.2719, 11.0866
Si, 4.1104, 4.1045, 11.1294
Si, 1.4022, 6.8204, 10.9023
Si, 4.2376, 9.4756, 10.9466
Si, 6.7903, 1.3394, 11.0144
Si, 9.6704, 3.9713, 10.8534
Si, 6.8834, 6.714, 11.0136
Si, 9.5888, 9.5112, 11.0161
Si, -0.0203, 2.5178, 12.3072
Si, 3.0142, -0.0629, 12.4116
Si, 0.1093, 8.1643, 12.3303
Si, 2.6492, 5.5209, 12.393
Si, 5.6249, 2.8491, 12.4532
Si, 8.1305, -0.0894, 12.3297
Si, 5.496, 8.0512, 12.3511
Si, 8.4169, 5.3721, 12.2026
Si, 0.8699, 4.9524, 13.8778
Si, 4.4064, 0.7161, 14.2443
Si, 1.7722, 9.2864, 13.5624
Si, 3.8479, 7.0144, 13.6678
Si, 7.3907, 3.8663, 13.614
Si, 9.3266, 1.4023, 13.6311
Si, 6.719, 9.5, 13.6892
Si, 9.9536, 6.4685, 13.5425
Si, -4.4923, 9.5022, 28.8437
Si, -1.4766, -2.6824, 18.7758
Si, 5.7397, 5.5355, 15.7351
Si, 8.7526, 8.2609, 15.6645
Si, 5.0743, -2.8095, 21.4691
Si, -1.9087, -0.5409, 23.5522
Si, -0.3474, 10.8222, 15.1288
Si, 8.5225, -0.3274, 20.515
Si, 4.1352, 4.0072, 17.8332
Si, 5.2306, 15.5842, 24.7152
Si, 0.8424, 1.3405, 17.5126
Si, 3.7646, -4.6083, 19.47
Si, 1.8727, 2.2994, 22.4404
Si, -4.96, 7.3052, 17.978
Si, 4.5428, 8.3891, 24.5814
Si, 1.2222, -6.486, 16.921
Si, 7.3628, 6.5925, 20.4018
Si, -7.0359, 0.9404, 17.4213
Si, -12.2935, 8.8341, 25.944
Si, 0.0511, -6.444, 21.5648
Si, -1.1721, -6.521, 23.5232
Si, 0.6535, 6.2573, 19.2441
Si, 5.7175, -0.8975, 19.3033
Si, 10.6262, 1.7945, 20.404
Si, -3.593, 1.1053, 27.3915
Si, 2.7805, 6.4009, 25.8268
Si, 0.0316, 1.7467, 24.6963
Si, 6.8582, 4.4049, 22.4451
Si, 4.8903, 2.3458, 22.9762
Si, 6.0708, 0.1273, 24.6889
Si, 7.6268, 5.0455, 26.8536
Si, -0.6532, 11.4843, 27.3938
Si, 10.4463, 5.9999, 25.7615
Si, 7.265, 3.7448, 28.7013
Si, 6.6019, 7.8354, 26.5723
Si, 13.9795, 6.5734, 28.8983
O, -0.193, 0.5416, 28.9852
O, 1.3445, -1.2224, 30.2917
O, 9.2663, 5.0911, 26.5182
O, -0.646, 7.4862, 26.3243
O, 1.226, 5.8409, 25.8313
O, -3.5805, 8.494, 29.7145
O, -5.1623, 19.5305, 27.648
O, -3.5138, 10.6262, 28.2449
O, 5.2048, -0.5823, 29.5815
O, 3.792, 1.5492, 30.3585
O, 1.8643, 3.5302, 30.06
O, 8.7913, 3.7046, 29.2636
O, 6.3715, 4.3187, 29.9349
O, 11.7736, 5.6173, 31.5571
O, 8.9658, 6.3393, 30.2284
O, 7.1922, 17.4189, 27.2961
O, -1.1194, -1.4596, 15.2122
O, -7.4143, -8.7457, 22.2335
O, 4.0145, 0.8361, 15.8147
O, -2.5267, 2.6491, 14.2097
O, 0.6544, 14.2472, 13.5588
O, -3.9086, 10.7145, 20.0421
O, 4.496, 6.113, 14.8752
O, 7.354, 8.7356, 14.9876
O, 6.8397, 4.7943, 14.8378
O, 5.3244, 4.463, 16.8579
O, 11.8308, 5.088, 15.4964
O, 4.8195, 2.2077, 13.7557
O, 5.6809, 10.6031, 14.2874
O, 8.7712, 8.1208, 17.2801
O, 9.2726, 6.8831, 14.9947
O, 8.7383, -3.6821, 19.8632
O, 2.7974, -2.7119, 14.2521
O, -9.9797, 2.8185, 16.8687
O, 4.3264, -3.7311, 18.2096
O, 11.8236, 1.4045, 21.4397
O, 12.0204, 10.3578, 14.6417
O, -1.0155, 0.7827, 23.8857
O, 17.2272, -2.0641, 18.3504
O, 4.762, 3.1985, 24.3409
O, 8.7982, -0.9472, 21.9953
O, 2.7947, 4.5575, 17.1507
O, 1.4711, 1.808, 23.9385
O, 6.5359, 6.2753, 19.0602
O, -15.9103, 16.2148, 23.3326
O, -1.6945, 1.1304, 20.6473
O, 4.6399, -2.5168, 22.9763
O, 10.6898, 0.4967, 16.6248
O, 7.4758, 10.4709, 24.1283
O, -8.6735, -4.3794, 19.4115
O, 4.8076, 10.8764, 18.3166
O, -1.5906, -12.0722, 19.3793
O, 11.0282, -5.0655, 20.7263
O, -0.5742, 3.2469, 24.5645
O, -4.5124, 6.8189, 16.5137
O, 4.1684, 2.4198, 17.9718
O, 8.1343, 3.9856, 23.3547
O, 4.1871, 4.7098, 19.294
O, 4.8032, 9.3443, 20.491
O, -1.1726, -1.7294, 24.375
O, 6.6555, 7.7051, 21.3512
O, 0.0429, -3.2142, 18.7385
O, 0.3912, -5.7599, 18.1073
O, -0.5166, 3.3751, 20.4803
O, -7.8029, 7.819, 25.036
O, 5.9873, 13.9749, 22.0201
O, 11.1821, 1.3058, 26.2525
O, 0.2181, -9.5064, 18.9609
O, -0.877, -5.0654, 24.2111
O, 5.4421, 0.9193, 23.4416
O, 4.2681, 6.7894, 20.9104
O, 12.3821, 14.741, 22.1094
O, 8.8516, 1.444, 27.1452
O, -3.0076, -2.1583, 26.1509
O, 6.406, 11.8463, 26.0404
O, 3.8261, 5.3459, 25.1812
O, 13.1612, 0.6245, 17.6572
O, 4.2627, -5.134, 29.6516
O, 4.9549, -0.9981, 25.063
O, 3.1563, 8.0492, 29.5381
O, 1.6251, 5.9168, 29.0822
O, -11.7147, -0.9299, 26.9406
O, 5.6881, -3.4261, 25.2886
O, 6.3582, 1.2512, 31.0774
O, 6.6664, 2.2965, 28.2871
O, 7.4899, -5.6738, 21.1996
O, 6.4999, 15.507, 25.7335
O, 3.3305, 6.6342, 27.3229
H, 2.2113, 0.5625, 38.5752
H, 0.5592, 2.1975, 38.5752
H, 4.8858, 3.2762, 38.5981
H, 3.2474, 4.9249, 38.5981
H, 0.5396, 7.6064, 38.5809
H, 2.1885, 5.9685, 38.5809
H, 3.2941, 10.3559, 38.599
H, 4.9347, 8.7096, 38.599
H, 7.6392, 0.5174, 38.5993
H, 5.9925, 2.1577, 38.5993
H, 8.7254, 4.8852, 38.5874
H, 10.3764, 3.2491, 38.5874
H, 6.0248, 7.6483, 38.6194
H, 7.655, 5.9924, 38.6194
H, 10.3522, 8.6798, 38.5578
H, 8.7126, 10.3272, 38.5578
H, -0.7887, 3.5279, 6.0094
H, 0.8634, 1.8929, 6.0094
H, 1.9206, 0.8468, 5.9894
H, 3.5615, -0.7993, 5.9894
H, 0.8203, 7.3186, 5.9827
H, -0.8187, 8.9666, 5.9827
H, 3.5565, 4.6125, 6.0086
H, 1.9016, 6.2445, 6.0086
H, 6.2586, 1.8862, 5.9814
H, 4.6239, 3.5386, 5.9814
H, 7.3716, 0.7777, 5.9894
H, 9.0167, -0.8641, 5.9894
H, 4.654, 8.9843, 6.0159
H, 6.3194, 7.3628, 6.0159
H, 7.39, 6.2746, 6.0036
H, 9.0055, 4.6038, 6.0036

Results
free energy: -135120.310 eV
free energy less fixed offsets of H -15.71, O -570.45, Si -639.56 eV per atom: 3.930 eV

Forces (eV/angstrom), in the order of the atoms: element, x, y, z
Si, 0.0144, -0.0143, 0.0624
Si, -0.0009, 0.0057, 0.0232
Si, 0.0001, -0.0154, 0.0171
Si, 0.0034, 0.0126, 0.0226
Si, -0.0037, 0.0086, 0.0262
Si, 0.0108, 0.01, 0.0375
Si, -0.0075, 0.0001, 0.048
Si, -0.0049, -0.0047, 0.0421
Si, 0.0179, 0.006, -0.0166
Si, -0.0074, -0.0101, -0.021
Si, 0.0081, 0.0081, 0.0021
Si, -0.0089, 0.0009, -0.0152
Si, 0.005, 0.006, 0.0079
Si, 0.0018, 0.0037, 0.0035
Si, 0.0104, 0.0019, -0.022
Si, -0.008, -0.0147, -0.0128
Si, -0.0064, -0.0143, 0.0108
Si, -0.0073, -0.0006, 0.0071
Si, 0.0041, 0.0156, 0.005
Si, 0.0082, -0.0036, 0.0049
Si, 0.0077, 0.0368, 0.0052
Si, 0.0155, 0.023, 0.0074
Si, -0.0057, -0.0161, 0.0131
Si, -0.0234, -0.0155, 0.0065
Si, 0.0111, -0.0036, 0.0286
Si, -0.0049, 0.0088, 0.0222
Si, 0.0227, 0.0011, 0.0166
Si, -0.0071, -0.0107, 0.0176
Si, 0.0046, -0.0162, 0.0047
Si, -0.0093, -0.0054, 0.0186
Si, -0.0094, -0.0184, 0.0403
Si, 0.005, -0.0001, 0.0299
Si, -0.0086, 0.005, 0.1721
Si, -0.0009, -0.0141, 0.1818
Si, -0.0058, 0.016, 0.1898
Si, -0.027, 0.0239, 0.1542
Si, -0.0182, 0.0085, 0.1931
Si, -0.0003, 0.0154, 0.1589
Si, -0.0236, 0.021, 0.1949
Si, 0.0028, 0.0273, 0.1818
Si, -0.0543, 0.0371, 0.3258
Si, -0.1896, 0.2185, 0.4675
Si, -0.073, 0.1427, 0.2033
Si, -0.115, -0.0084, 0.226
Si, -0.0352, 0.065, 0.2823
Si, -0.0719, -0.0164, 0.1818
Si, -0.1095, 0.0337, 0.4396
Si, -0.0442, 0.1321, 0.3178
Si, 0.0516, -0.1252, -0.2491
Si, -0.0974, -0.1107, -0.2908
Si, 0.1176, -0.0096, -0.2675
Si, 0.2892, -0.1315, -0.3886
Si, 0.0972, -0.0282, -0.2704
Si, 0.1936, -0.0416, -0.3218
Si, 0.0723, -0.1534, -0.3357
Si, -0.0583, -0.0091, -0.2825
Si, 0.0188, -0.0185, -0.1801
Si, 0.0184, -0.009, -0.1926
Si, 0.0084, -0.0132, -0.1649
Si, 0.0182, -0.0193, -0.1603
Si, 0.0156, -0.0133, -0.1715
Si, 0.0271, -0.0203, -0.1562
Si, 0.0202, -0.0389, -0.1856
Si, -0.0157, 0.0158, -0.1892
Si, -0.009, -0.0061, -0.0142
Si, -0.0147, -0.0022, -0.0301
Si, 0.001, 0.0129, -0.0102
Si, -0.0108, 0.0076, -0.0173
Si, -0.0066, -0.0037, -0.0169
Si, 0.0014, 0.0144, -0.022
Si, 0.0007, 0.0141, -0.0217
Si, 0.012, 0.0169, -0.0133
Si, -0.0152, -0.0126, -0.002
Si, 0.0124, 0.0125, -0.0133
Si, -0.0042, 0.0055, -0.0001
Si, -0.001, -0.0087, -0.0072
Si, 0.0141, -0.0002, -0.0056
Si, -0.0084, 0.0002, -0.0106
Si, -0.0055, 0.0021, -0.0156
Si, 0.004, -0.0016, -0.0107
Si, 0.0013, 0.0097, 0.0097
Si, 0.0032, 0.0019, 0.0054
Si, 0.0034, -0.0061, 0.0113
Si, -0.0049, -0.01, 0.0088
Si, 0.0026, -0.0099, 0.0111
Si, -0.0089, -0.0053, 0.013
Si, 0.0008, 0.0085, 0.0047
Si, 0.0148, 0.0008, 0.0152
Si, 0.0048, -0.0043, 0.04
Si, 0.0074, -0.0005, 0.0393
Si, -0.0045, 0.0002, 0.0061
Si, 0.0001, -0.0149, 0.0211
Si, -0.0049, 0.0133, 0.0068
Si, -0.0017, -0.0016, -0.0046
Si, -0.0022, -0.0076, 0.0205
Si, 0, 0.0064, 0.0123
Si, -0.0024, -0.0039, 0.0617
Si, 0.0032, 0.0017, 0.0619
Si, 0.0012, 0.0049, 0.0643
Si, -0.0026, -0.0023, 0.0536
Si, -0.0037, 0.0076, 0.0701
Si, 0.0033, -0.0028, 0.0692
Si, 0, -0.0013, 0.0433
Si, 0.0072, 0.002, 0.0639
Si, -0.0104, 0.0141, 0.0447
Si, 0.0011, 0.0096, 0.0637
Si, 0.0071, 0.0081, 0.0663
Si, 0.0032, 0.0096, 0.0495
Si, 0.0073, -0.0038, 0.0454
Si, -0.0042, 0.0069, 0.0552
Si, 0.0023, -0.0076, 0.0649
Si, 0.013, 0.0019, 0.0601
Si, -0.0009, -0.0113, 0.0571
Si, -0.0039, -0.006, 0.0795
Si, -0.0025, 0.0024, 0.0562
Si, -0.0029, -0.0091, 0.0515
Si, 0.002, 0.0084, 0.0461
Si, -0.0006, -0.0015, 0.0617
Si, 0.0089, -0.0028, 0.0523
Si, -0.0025, 0.0155, 0.0581
Si, 0.0034, 0.0015, 0.0579
Si, 0.002, 0.0027, 0.0606
Si, -0.0057, -0.0101, 0.0579
Si, -0.0097, -0.0056, 0.05
Si, 0.0053, -0.0038, 0.0483
Si, 0.0029, 0.0029, 0.0557
Si, 0.0024, -0.0021, 0.0491
Si, -0.0029, -0.0014, 0.074
Si, 0.0004, 0.0034, 0.0572
Si, 0.002, 0.0065, 0.0532
Si, -0.0024, 0.0043, 0.0598
Si, -0.0028, -0.005, 0.0757
O, -0.0131, 0.0075, -0.0483
O, 0.0029, -0.0029, -0.0199
O, 0.0165, 0.0041, -0.0296
O, -0.0001, -0.0016, -0.0136
O, -0.0045, -0.0011, -0.0184
O, -0.0152, 0.0147, -0.0368
O, 0.0024, -0.0119, -0.0365
O, 0.0063, 0.0132, -0.0268
O, 0.0109, -0.0089, -0.0304
O, 0.0084, -0.0115, -0.0203
O, -0.0123, 0.0141, -0.0183
O, -0.0199, -0.0093, -0.035
O, 0.0204, -0.0101, -0.0402
O, -0.009, -0.0054, -0.0077
O, 0.0049, -0.001, -0.0196
O, -0.0002, -0.0001, -0.0189
O, 0.0047, 0.0141, -0.0108
O, -0.0068, -0.0017, -0.0121
O, 0.002, -0.005, -0.0459
O, 0.0019, -0.0006, -0.0126
O, -0.0011, -0.0032, -0.0069
O, -0.0101, -0.004, -0.0223
O, -0.0105, 0.0137, -0.0356
O, -0.0089, 0.0062, -0.0304
O, 0.0152, -0.0194, -0.0323
O, 0.0039, 0.0045, -0.0283
O, -0.0052, 0.0001, -0.0342
O, -0.0002, 0.0079, -0.0206
O, -0.0018, 0.0086, -0.0121
O, -0.0023, 0.0006, -0.0543
O, 0.0071, -0.0084, -0.0345
O, 0.0065, 0.0075, -0.0252
O, 0.0053, 0.0013, -0.0112
O, 0.0086, 0.0074, -0.0178
O, 0.0065, 0.0013, -0.0285
O, -0.014, -0.0057, -0.0305
O, 0.0041, -0.0101, -0.0206
O, -0.0028, -0.0034, -0.0285
O, 0.0012, -0.0076, -0.0231
O, -0.0002, -0.0123, -0.0242
O, -0.0052, -0.0003, -0.0515
O, -0.0162, -0.0085, -0.0152
O, 0.0104, 0.0046, -0.0354
O, -0.0095, 0.0039, -0.0392
O, 0.0104, -0.0003, -0.036
O, 0.0062, -0.0004, -0.0226
O, 0.0038, -0.0025, -0.054
O, -0.0091, -0.0058, -0.0436
O, 0.0101, -0.0017, -0.0214
O, -0.0075, -0.0007, -0.0187
O, -0.018, 0.0146, -0.0339
O, 0.0065, -0.0185, -0.0283
O, 0.0077, 0.0156, -0.0415
O, -0.0031, 0.0067, -0.0292
O, -0.0005, -0.0153, -0.0379
O, -0.0064, -0.0014, -0.0237
O, -0.0048, 0.0014, -0.0227
O, 0.0001, -0.0095, -0.0343
O, 0.0035, 0.0107, -0.0322
O, -0.0027, 0.0077, -0.0318
O, 0.0044, -0.0053, -0.0256
O, -0.0007, -0.0019, -0.0189
O, 0.0109, -0.0169, -0.0381
O, -0.0007, -0.0166, -0.0242
O, 0.0068, 0.0079, -0.022
O, 0.005, 0.003, -0.0213
O, 0.0061, 0.0102, -0.043
O, 0.0189, -0.0074, -0.0572
O, -0.0048, -0.0139, -0.0324
O, -0.0061, 0.0097, -0.0274
O, -0.0064, -0.011, -0.0326
O, -0.0063, 0.0034, -0.0189
O, 0.0039, -0.0019, -0.0196
O, 0.0081, 0.0026, -0.0181
O, -0.0119, -0.0091, -0.042
O, 0.0096, -0.0076, -0.0235
O, 0.0047, -0.0005, -0.0198
O, -0.013, 0.0091, -0.0299
O, -0.0016, -0.0009, -0.0195
O, 0.004, -0.0098, -0.0247
O, 0.0106, 0.0119, -0.0282
O, -0.0024, -0.01, -0.0279
O, -0.012, 0.003, -0.0309
O, -0.0083, -0.011, -0.0154
O, 0.0006, -0.0092, -0.0275
O, 0.003, 0.0181, -0.0333
O, -0.0231, -0.002, -0.037
O, 0.0003, -0.0022, -0.0478
H, -0.2344, 0.3223, -0.2911
H, 0.3109, -0.3791, -0.236
H, -0.2637, 0.1843, -0.3248
H, 0.3015, -0.4362, -0.1642
H, 0.2674, -0.3456, -0.2408
H, -0.3854, 0.2363, -0.3101
H, 0.3533, -0.2243, -0.2548
H, -0.3404, 0.2309, -0.2988
H, -0.3815, 0.233, -0.2593
H, 0.221, -0.2776, -0.2759
H, 0.2363, -0.3121, -0.2871
H, -0.2537, 0.4038, -0.2817
H, 0.4333, -0.1868, -0.2125
H, -0.149, 0.3931, -0.2722
H, -0.359, 0.2362, -0.2903
H, 0.2454, -0.3804, -0.2513
H, 0.3199, -0.2308, 0.3024
H, -0.3762, 0.3188, 0.2314
H, 0.3702, -0.3085, 0.2469
H, -0.2169, 0.3183, 0.2586
H, -0.2853, 0.3159, 0.2451
H, 0.347, -0.3343, 0.2736
H, -0.2668, 0.3854, 0.1957
H, 0.27, -0.2906, 0.318
H, -0.2502, 0.2522, 0.2608
H, 0.2983, -0.3064, 0.2675
H, 0.2616, -0.1934, 0.317
H, -0.3558, 0.3844, 0.2185
H, 0.277, -0.2542, 0.2955
H, -0.3121, 0.3075, 0.2202
H, 0.2475, -0.3383, 0.2594
H, -0.3144, 0.2723, 0.2618

The program warned: the cutoff lies below the one the program advises for these potential files; the forces do not sum to zero within the program's tolerance; empty levels may hold ghost states of the PAW files; the exchange-correlation potential is rough where the density is thin.
